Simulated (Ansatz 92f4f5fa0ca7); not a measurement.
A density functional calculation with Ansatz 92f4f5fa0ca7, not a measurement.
Periodic cell of 184 atoms, Si120O64, from a study of silicon, its oxide and their interface. The atomic structure is a simulated model.

Settings
functional: r2SCAN
potential files: Ansatz norm-conserving
basis: plane waves
wave-function cutoff: 1300 eV
density cutoff ratio: 4
exchange-correlation grid ratio: 1
k mesh: 2 x 2 x 1, shifted by 0.5 0.5 0.5 of a step
self-consistency stop: 5e-08 eV per atom in the density residual
occupations: Fermi-Dirac, 0.05 eV
spin: none
net charge: 0

Cell vectors (angstrom)
a, 10.888, 0, 0
b, 0, 10.888, 0
c, 0, 0, 26.8605

Atoms: element, x, y, z (angstrom)
Si, 0.374, -0.1488, 0.0662
Si, 2.0094, 3.1194, 0.0648
Si, 0.1685, 4.7935, 0.191
Si, 1.8796, 9.013, -0.7139
Si, 5.9318, -0.038, -0.0454
Si, 7.8879, 3.1286, 0.2317
Si, 5.6262, 5.2689, 0.2781
Si, 8.1115, 8.5078, -0.1455
Si, 1.3589, 1.3875, 1.527
Si, 3.9273, 4.0193, 1.284
Si, 1.1162, 6.6714, 1.2056
Si, 4.216, 9.7997, 1.1799
Si, 6.877, 1.4467, 1.4318
Si, 9.4734, 4.0316, 1.6723
Si, 6.9562, 6.8837, 1.2995
Si, 9.6099, 9.594, 1.299
Si, -0.0505, 2.6355, 2.921
Si, 2.8225, 0.046, 2.7379
Si, -0.0334, 8.1381, 2.6797
Si, 2.683, 5.5022, 2.6226
Si, 5.3414, 2.713, 2.7034
Si, 8.2416, 0.0331, 2.7228
Si, 5.4484, 8.2284, 2.5641
Si, 8.1779, 5.5665, 2.8259
Si, 1.3645, 4.1282, 4.0755
Si, 4.1048, 1.3734, 4.162
Si, 1.392, 9.5106, 4.0078
Si, 4.0964, 6.837, 3.9807
Si, 6.7406, 4.123, 4.0433
Si, 9.5047, 1.2966, 4.2305
Si, 6.8028, 9.5474, 4.0104
Si, 9.5398, 6.8742, 4.1696
Si, 0.0387, -0.0635, 5.4777
Si, 2.7138, 2.7567, 5.4623
Si, 0.0106, 5.462, 5.4596
Si, 2.7396, 8.1606, 5.3865
Si, 5.4842, -0.008, 5.4458
Si, 8.1104, 2.7444, 5.4375
Si, 5.4066, 5.4747, 5.4209
Si, 8.1369, 8.2201, 5.464
Si, 1.3671, 1.3579, 6.8147
Si, 4.0799, 4.1041, 6.8213
Si, 1.383, 6.8186, 6.7894
Si, 4.1001, 9.5059, 6.769
Si, 6.7995, 1.372, 6.8178
Si, 9.5175, 4.0825, 6.7822
Si, 6.7877, 6.8132, 6.7974
Si, 9.5301, 9.5204, 6.8486
Si, -0.0177, 2.7238, 8.1645
Si, 2.7512, -0.0224, 8.138
Si, 0.0163, 8.145, 8.1775
Si, 2.7085, 5.457, 8.1721
Si, 5.4353, 2.7138, 8.177
Si, 8.168, 0.0265, 8.1771
Si, 5.4292, 8.1579, 8.178
Si, 8.1642, 5.4358, 8.1422
Si, 1.3527, 4.0871, 9.5307
Si, 4.0748, 1.3342, 9.527
Si, 1.4071, 9.505, 9.5146
Si, 4.0617, 6.7946, 9.547
Si, 6.824, 4.0645, 9.5164
Si, 9.5264, 1.3671, 9.5465
Si, 6.7899, 9.549, 9.5181
Si, 9.5346, 6.7713, 9.5145
Si, 0.06, 0.0035, 10.8336
Si, 2.7123, 2.6976, 10.8697
Si, 0.0025, 5.4399, 10.9198
Si, 2.7209, 8.1472, 10.9463
Si, 5.4143, -0.0146, 10.9219
Si, 8.1649, 2.7177, 10.9255
Si, 5.4236, 5.3918, 10.85
Si, 8.1743, 8.1689, 10.8181
Si, 1.3523, 1.3687, 12.2568
Si, 4.1067, 3.9904, 12.2413
Si, 1.3692, 6.7714, 12.3274
Si, 4.0558, 9.5218, 12.3294
Si, 6.7789, 1.346, 12.2718
Si, 9.5461, 4.0754, 12.287
Si, 6.7497, 6.8285, 12.1213
Si, 9.6244, 9.4852, 12.1295
Si, 0.0125, 2.7154, 13.684
Si, 2.6696, 0.0118, 13.6791
Si, 0.0086, 8.1801, 13.6554
Si, 2.7363, 5.319, 13.6107
Si, 5.4142, 2.637, 13.7209
Si, 8.2441, -0.0609, 13.424
Si, 5.4246, 8.1001, 13.6116
Si, 8.0952, 5.4897, 13.4627
Si, 1.669, 3.7647, 15.0416
Si, 3.8399, 1.4661, 15.1183
Si, 1.0199, 9.8588, 15.0067
Si, 4.2762, 6.4766, 14.9126
Si, 6.564, 4.3661, 14.8165
Si, 9.6346, 1.1308, 14.8744
Si, 7.1475, 9.2452, 14.7083
Si, 9.2381, 7.0034, 14.8158
Si, -20.8039, -15.6244, 21.7524
Si, 6.0718, -10.6689, 19.8688
Si, -4.2329, 2.9526, 19.6053
Si, 30.7634, -4.1167, 21.5893
Si, 13.2635, 14.4725, 20.5837
Si, -6.0184, 6.2301, 24.3715
Si, 8.5947, -1.8362, 23.7125
Si, -11.2072, 11.173, 22.4686
Si, 4.4546, 4.4182, 22.2955
Si, -28.1374, 16.1125, 19.575
Si, 25.6856, -14.1113, 17.6873
Si, 10.6082, -5.7348, 17.0491
Si, -6.9133, -11.512, 21.7212
Si, 22.4621, 1.8035, 24.6588
Si, -19.0186, 8.0693, 23.3782
Si, 10.7837, -25.4029, 19.3265
Si, -31.1742, 9.3366, 18.0769
Si, -15.6202, 32.8868, 23.7853
Si, -3.0201, 23.263, 21.7191
Si, 1.6217, 11.5341, 20.2546
Si, -14.6198, 5.0322, 22.9115
Si, 16.3514, -11.4012, 16.9881
Si, 19.2612, -18.7637, 17.0229
Si, -1.431, 14.7428, 24.7777
O, 9.8662, -15.5741, -10.7843
O, -12.8914, 1.7211, -10.6627
O, -9.1926, 10.7669, -8.0425
O, 15.0708, 7.6248, -2.8657
O, -6.0317, 6.0778, -0.9022
O, 11.912, 7.1555, -6.3776
O, -4.0072, 9.5542, -0.3123
O, -4.2954, 31.9978, -10.9923
O, 26.6043, -12.8538, -9.5898
O, -15.0539, 15.0637, -0.2784
O, -2.2099, 2.7765, -1.1438
O, 10.1679, 5.039, -1.2061
O, 2.6492, 8.2777, -8.3835
O, 16.4392, 12.6608, -6.986
O, -11.8785, -0.9387, -3.5598
O, 3.1932, 4.2931, -7.515
O, 1.6092, 20.3494, 16.47
O, -3.6742, -11.8889, 23.7323
O, 3.0966, -1.9238, 22.0826
O, 13.8389, 0.4534, 21.1307
O, -9.0039, 6.7896, 22.918
O, -6.8985, 5.0263, 23.7145
O, 3.5171, 6.9669, 16.2744
O, -0.2122, 13.9234, 24.1315
O, 14.3811, 3.2452, 21.7443
O, 5.4428, 5.4213, 15.3761
O, 18.3462, 11.1297, 20.726
O, -9.8477, 26.3105, 16.3397
O, 7.769, 5.7144, 21.5803
O, -11.0116, 33.4925, 25.6874
O, -0.5723, 16.9836, 22.2405
O, -15.8964, -6.5451, 19.3592
O, -0.1483, -10.8418, 15.3922
O, -14.2194, 13.4551, 18.324
O, 2.0126, -8.4877, 25.4058
O, 4.7692, -0.1262, 23.0324
O, 4.4577, -5.2732, 21.1633
O, 4.4238, 22.4114, 16.434
O, 6.2605, -11.0155, 18.3223
O, -10.8019, -2.2456, 18.507
O, -13.2807, -2.9207, 22.5382
O, -13.3816, -6.4897, 23.7151
O, 20.5189, -17.8441, 17.4326
O, 12.2783, 15.5518, 21.2854
O, 14.2574, 20.1334, 26.7451
O, 13.6419, -8.2564, 15.5797
O, 1.4868, 29.3201, 26.7186
O, -4.4881, -4.7404, 23.834
O, -13.0282, -13.4199, 25.1944
O, 12.4411, -19.502, 20.0929
O, -10.536, -21.8035, 21.0255
O, 27.7718, -6.9147, 22.5057
O, 10.9882, 5.966, 18.3803
O, -12.4408, 7.2372, 20.0714
O, -3.9911, -9.4407, 23.0241
O, 8.1731, -2.7547, 15.3601
O, -8.922, 8.9091, 24.5235
O, 7.6923, 2.8577, 20.8648
O, -6.3046, -4.3508, 18.6414
O, 15.9479, -22.6278, 20.5323
O, -3.5263, 3.8705, 16.1262
O, 5.7315, 11.481, 25.3122
O, -9.9728, 11.8018, 23.3309
O, -1.496, -42.1931, 22.1954

Results
free energy: -43863.598 eV
free energy less fixed offsets of O -463.61, Si -117.95 eV per atom: -38.558 eV
pressure: 0.12 GPa
stress xx, yy, zz, yz, xz, xy (GPa, positive in tension): -0.25, -0.1, -0.02, -0.41, -0.01, -0.21

Forces (eV/angstrom), in the order of the atoms: element, x, y, z
Si, 0.0429, -0.0589, -0.0273
Si, 0.0234, 0.0039, -0.0051
Si, 0.1014, 0.0568, 0.0111
Si, 0.0064, 0.0184, -0.0125
Si, -0.022, -0.0005, 0.081
Si, -0.0001, 0.025, 0.121
Si, 0.021, -0.0266, 0.0888
Si, -0.0326, 0.0072, 0.0375
Si, -0.0017, 0.0856, 0.0545
Si, 0.0155, -0.0035, 0.0237
Si, -0.0752, -0.0795, -0.058
Si, 0.0726, 0.0571, -0.0524
Si, 0.0228, -0.0052, -0.0419
Si, 0.0038, 0.0019, -0.0042
Si, 0.0023, 0.0079, 0.0284
Si, -0.011, 0.0241, 0.022
Si, -0.0173, -0.0419, 0.0113
Si, -0.0452, -0.018, 0.0086
Si, 0.0498, 0.0431, -0.0442
Si, -0.0519, -0.0277, 0.0224
Si, 0.0205, 0.0036, -0.0264
Si, -0.011, -0.0122, -0.0105
Si, 0.0278, 0.0244, 0.0238
Si, 0.0222, 0.0035, -0.0099
Si, -0.0306, -0.0111, -0.0092
Si, 0.0248, -0.0124, 0.0091
Si, -0.003, 0.0093, 0.0184
Si, 0.0306, -0.0008, -0.0477
Si, 0.0378, -0.0251, 0.0019
Si, -0.0175, 0.0159, 0.0304
Si, 0.0024, 0.0343, -0.0101
Si, -0.0345, -0.0108, 0.0057
Si, -0.015, 0.0092, -0.0197
Si, -0.0054, 0.0001, -0.0027
Si, 0.0047, 0.0001, 0.004
Si, -0.0111, 0.0063, 0.007
Si, 0.0103, -0.0061, 0.0112
Si, -0.0165, 0.003, -0.0114
Si, 0.0105, -0.013, -0.0188
Si, 0.0083, 0.0036, 0.0004
Si, -0.0153, -0.0094, -0.0052
Si, 0.0119, 0.0117, 0.0016
Si, -0.003, -0.0202, 0.0081
Si, 0.0252, 0.0198, 0.0073
Si, -0.0013, 0.0043, -0.0038
Si, -0.0135, 0.0087, 0
Si, 0.0067, 0.0063, 0.0006
Si, -0.005, 0.0042, -0.0056
Si, -0.0025, -0.0042, -0.0005
Si, 0.0074, -0.0058, -0.0027
Si, -0.0236, 0.0019, 0.0005
Si, -0.0083, 0.0055, 0.0058
Si, 0.005, -0.0078, 0.001
Si, 0.0113, 0.0149, 0.0022
Si, -0.0081, -0.0039, -0.0035
Si, -0.0021, -0.0077, 0.0067
Si, -0.0035, 0.003, -0.0027
Si, 0.0059, 0.0089, -0.0092
Si, -0.01, 0.0105, -0.012
Si, 0.0173, -0.0028, -0.0076
Si, -0.0012, 0.0048, 0.0047
Si, -0.0119, 0.0038, -0.0029
Si, 0.006, -0.0048, -0.0076
Si, 0.0145, 0.0007, -0.004
Si, 0.0092, 0.0064, -0.0002
Si, -0.0189, -0.005, -0.0014
Si, -0.0152, -0.001, 0.0077
Si, 0.0012, -0.0054, 0.0052
Si, 0.0023, 0.0049, 0.0004
Si, 0.0142, -0.0031, 0.0122
Si, -0.0031, 0.0006, 0.0077
Si, -0.0116, 0.0124, 0.0034
Si, -0.0036, -0.0059, -0.0159
Si, 0.0078, 0.0088, -0.0216
Si, -0.0096, -0.006, -0.001
Si, -0.0145, 0.0137, -0.0076
Si, 0.0062, 0.0048, -0.0019
Si, -0.0139, -0.002, -0.0044
Si, 0.0145, -0.023, -0.0139
Si, -0.0072, -0.0034, -0.0184
Si, -0.0031, -0.0012, -0.009
Si, 0.0097, 0.0004, 0.0097
Si, -0.0125, -0.0091, 0.0019
Si, -0.0014, -0.0067, 0.0035
Si, -0.0147, 0.0039, -0.0168
Si, 0.0015, 0.0019, -0.0081
Si, 0.0108, -0.0083, 0.0015
Si, -0.0097, 0.0045, 0.0005
Si, -0.0199, -0.0366, -0.0707
Si, 0.0009, 0.0155, -0.1088
Si, -0.019, -0.0082, -0.0619
Si, 0.0273, 0, -0.0545
Si, 0.003, 0.0117, -0.0639
Si, 0.0376, 0.0056, -0.032
Si, 0.0209, -0.0361, -0.0515
Si, 0.0054, -0.0009, -0.0747
Si, -0.0207, -0.0165, 0.0079
Si, 0.0205, 0.0118, -0.0137
Si, 0.0177, -0.0083, -0.0331
Si, 0.0066, 0.014, 0.0072
Si, -0.0004, 0.0329, -0.0084
Si, 0.0364, -0.0251, 0.0591
Si, -0.0365, -0.0339, 0.0579
Si, -0.0153, 0.0072, 0.0317
Si, -0.0282, -0.0034, -0.0141
Si, -0.0023, 0.0091, -0.0241
Si, -0.0124, -0.0106, -0.0831
Si, -0.0037, -0.0077, -0.0856
Si, 0.0329, -0.0227, 0.0133
Si, 0.0394, 0.0349, 0.0991
Si, -0.0147, -0.009, 0.0272
Si, -0.0072, -0.0163, -0.0402
Si, -0.0126, -0.0184, -0.1123
Si, 0.0438, -0.004, 0.0964
Si, -0.0187, 0.0005, 0.0271
Si, -0.0178, -0.0261, -0.0141
Si, 0.062, -0.0301, 0.0314
Si, 0.0105, 0.0433, -0.1025
Si, 0.0115, 0.0007, -0.0712
Si, -0.0026, 0.0124, 0.0706
O, 0.0235, -0.0242, 0.0693
O, -0.0227, 0.0063, 0.0479
O, 0.0019, 0.0233, 0.0379
O, -0.0192, -0.0071, 0.0157
O, -0.0042, 0.0168, -0.0714
O, 0.0227, -0.0139, 0.0184
O, 0.0345, -0.0264, -0.0007
O, -0.0105, 0.0229, 0.0611
O, -0.0113, -0.0164, 0.0325
O, -0.047, 0.0278, -0.0106
O, 0.0391, -0.0423, -0.0256
O, -0.0499, 0.0036, -0.05
O, 0.0013, 0.0025, 0.0396
O, -0.008, -0.0008, 0.0078
O, 0.0384, 0.0093, -0.0246
O, -0.0042, -0.0059, 0.0144
O, -0.0025, 0.012, 0.1008
O, 0.0153, 0, -0.0269
O, -0.0012, 0.0104, -0.0135
O, 0.0073, 0.0171, 0.0085
O, 0.0035, -0.0145, -0.0144
O, 0.0162, -0.0059, -0.0127
O, -0.0012, 0.0021, 0.0664
O, 0.0222, 0.0014, -0.0312
O, 0.0128, 0.0095, -0.005
O, -0.0091, 0.0055, 0.0383
O, 0.0029, 0.0073, 0.0034
O, -0.0257, 0.0334, 0.0668
O, -0.0166, 0.0027, -0.0048
O, -0.0237, 0.0593, -0.0603
O, 0.028, 0.0077, -0.0101
O, -0.0082, -0.0012, 0.0089
O, -0.0056, 0.002, 0.0498
O, -0.0254, -0.0108, 0.052
O, -0.0096, -0.0416, -0.109
O, -0.0263, 0.0013, -0.0429
O, -0.0002, -0.0142, -0.0051
O, 0.0212, -0.0392, 0.0961
O, 0.0097, -0.0066, 0.0334
O, 0.0053, 0.0039, 0.031
O, 0.0075, -0.0048, -0.0111
O, -0.0501, 0.0268, -0.0428
O, 0.0026, 0.002, 0.0333
O, 0.0015, -0.0036, 0.0126
O, -0.1163, -0.0557, 0.0633
O, 0.0025, -0.001, 0.0517
O, -0.0014, 0.0065, 0.0866
O, -0.0341, 0.0107, -0.0139
O, 0.0413, 0.0143, -0.1011
O, 0.0085, 0.0004, 0.0057
O, 0.0124, -0.0112, -0.0015
O, -0.0087, 0.0026, 0.0098
O, 0.0013, 0.0126, 0.0328
O, -0.0073, 0.0003, 0.0106
O, -0.0087, 0.0044, -0.0265
O, -0.0237, 0.0128, 0.0267
O, -0.0185, 0.0169, -0.0515
O, -0.0035, 0.0086, 0.0097
O, 0.0059, -0.0148, 0.0115
O, -0.0289, -0.0013, 0.0179
O, -0.0007, -0.0103, 0.0542
O, -0.0191, 0.0128, -0.0662
O, 0.0053, -0.0365, -0.0232
O, 0.0142, -0.007, -0.0059

The program warned: the forces do not sum to zero within the program's tolerance.
